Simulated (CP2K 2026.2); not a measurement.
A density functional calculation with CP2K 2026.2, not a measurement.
Periodic cell of 576 atoms, Si324O252, from a study of silicon, its oxide and their interface. The atomic structure is a simulated model.
Doubt: the forces sum to 4.23 eV/angstrom along one axis rather than to zero, so they err by at least 0.0073 eV/angstrom per atom on average; the grid cutoff is modest.

Settings
functional: PBE
method: Gaussian and plane waves
basis set: DZVP-MOLOPT-SR-GTH
pseudopotentials: GTH-PBE
grid cutoff: 350 Ry, relative cutoff 50 Ry
k points: Gamma only
occupations: fixed
spin: none
net charge: 0

Cell vectors (angstrom)
a	16.3356	0	0
b	0	16.3356	0
c	1.4536	-4.8567	36.9052

Atoms: element, x, y, z (angstrom)
Si	1.26	15.231	0.035
Si	3.763	1.65	0.081
Si	1.55	3.866	0.093
Si	4.287	6.578	0.068
Si	1.123	9.698	0.218
Si	4.173	11.913	0.11
Si	7.104	14.747	0.174
Si	9.665	1.141	0.051
Si	6.588	4.495	0.218
Si	9.559	6.691	0.038
Si	6.392	9.721	0.103
Si	9.166	12.389	0.087
Si	13.422	10.452	36.787
Si	15.269	1.012	0.038
Si	11.811	4.476	0.069
Si	14.727	7.004	0.064
Si	13.94	4.359	36.857
Si	15.381	12.029	0.035
Si	2.701	0.072	1.439
Si	5.432	2.768	1.33
Si	2.712	5.435	1.39
Si	5.338	8.16	1.467
Si	2.69	10.834	1.53
Si	5.378	13.591	1.306
Si	8.21	-0.018	1.473
Si	10.808	2.762	1.328
Si	8.112	5.598	1.539
Si	10.845	8.203	1.312
Si	8.024	10.855	1.407
Si	10.888	13.605	1.187
Si	13.59	-0.031	1.309
Si	16.304	2.682	1.345
Si	13.511	5.474	1.354
Si	16.259	8.138	1.445
Si	13.631	10.899	1.2
Si	0.098	13.635	1.357
Si	1.317	1.393	2.793
Si	4.082	4.089	2.771
Si	1.339	6.789	2.74
Si	4.013	9.474	2.868
Si	1.386	12.3	2.797
Si	4.081	14.983	2.7
Si	6.781	1.385	2.705
Si	9.462	4.09	2.751
Si	6.767	6.924	2.868
Si	9.495	9.552	2.697
Si	6.715	12.258	2.762
Si	9.6	14.92	2.726
Si	12.259	1.406	2.658
Si	14.915	4.072	2.655
Si	12.187	6.849	2.734
Si	14.911	9.57	2.724
Si	12.26	12.257	2.578
Si	14.946	14.929	2.681
Si	16.287	-0.018	4.075
Si	2.706	2.739	4.129
Si	16.292	5.415	4.048
Si	2.655	8.12	4.175
Si	16.309	10.913	4.085
Si	2.745	13.653	4.122
Si	5.442	0.003	4.061
Si	8.13	2.72	4.104
Si	5.425	5.463	4.143
Si	8.18	8.241	4.158
Si	5.408	10.886	4.146
Si	8.171	13.596	4.07
Si	10.932	0.001	4.048
Si	13.6	2.725	4.06
Si	10.858	5.451	4.082
Si	13.566	8.201	4.085
Si	10.892	10.928	4.003
Si	13.597	13.575	4.036
Si	1.407	-1.363	10.893
Si	4.083	1.331	10.869
Si	1.287	4.046	10.853
Si	4.035	6.767	10.78
Si	1.344	9.586	10.912
Si	4.115	12.28	10.933
Si	6.811	-1.405	10.904
Si	9.549	1.321	10.883
Si	6.868	4.097	10.786
Si	9.559	6.776	10.866
Si	6.86	9.572	10.828
Si	9.615	12.274	10.917
Si	12.311	-1.327	10.889
Si	14.979	1.363	10.961
Si	12.26	4.072	10.867
Si	14.974	6.82	10.914
Si	12.29	9.491	10.92
Si	15.007	12.216	10.932
Si	2.749	-0.014	12.29
Si	5.509	2.741	12.086
Si	2.63	5.434	12.138
Si	5.448	8.139	12.028
Si	2.745	10.925	12.281
Si	5.458	13.631	12.349
Si	8.217	-0.096	12.233
Si	10.892	2.715	12.225
Si	8.2	5.412	12.218
Si	10.928	8.091	12.247
Si	8.258	10.888	12.236
Si	11.01	13.657	12.267
Si	13.628	-0.007	12.33
Si	16.329	2.734	12.34
Si	13.637	5.402	12.241
Si	16.302	8.245	12.273
Si	13.677	10.808	12.302
Si	16.411	13.591	12.25
Si	1.383	1.358	13.663
Si	4.088	4.083	13.36
Si	1.331	6.846	13.531
Si	4.143	9.446	13.44
Si	1.43	12.282	13.707
Si	4.096	-1.332	13.751
Si	6.815	1.333	13.433
Si	9.509	4.035	13.625
Si	6.775	6.822	13.424
Si	9.594	9.445	13.595
Si	6.917	12.275	13.619
Si	9.657	-1.349	13.673
Si	12.266	1.418	13.644
Si	14.97	4.112	13.715
Si	12.259	6.71	13.612
Si	14.975	9.496	13.818
Si	12.368	12.241	13.585
Si	15.053	-1.393	13.616
Si	16.53	-0.198	14.992
Si	3.06	2.564	14.78
Si	16.083	5.814	14.923
Si	2.984	7.912	14.8
Si	16.283	11.072	15.075
Si	2.453	13.934	15.094
Si	5.29	0.359	14.893
Si	8.291	2.417	14.837
Si	5.152	5.686	14.65
Si	7.929	8.303	14.811
Si	5.785	10.54	14.667
Si	8.608	13.312	14.937
Si	10.675	0.368	14.997
Si	13.371	2.966	15.037
Si	11.112	5.137	14.944
Si	13.705	7.855	15.059
Si	10.812	11.029	14.828
Si	14.042	13.271	14.904
Si	1.047	5.711	21.15
Si	5.683	3.18	30.467
Si	9.007	-1.136	26.387
Si	11.775	4.447	21.259
Si	1.886	9.673	17.194
Si	12.564	13.665	17.531
Si	9.482	7.447	24.434
Si	4.323	7.051	27.805
Si	4.645	-1.716	29.379
Si	13.264	8.529	22.86
Si	6.417	2.424	21.982
Si	13.49	7.395	29.973
Si	6.277	-1.02	24.974
Si	8.848	0.797	22.023
Si	17.259	5.517	24.099
Si	15.841	11.897	20.711
Si	11.492	1.496	20.464
Si	9.392	3.404	34.69
Si	1.337	-1.53	27.242
Si	4.11	9.924	20.94
Si	2.225	1.124	26.449
Si	12.374	11.287	23.96
Si	10.789	6.146	34.139
Si	1.637	8.398	19.977
Si	2.192	3.492	19.618
Si	17.412	5.849	31.883
Si	6.927	8.573	25.345
Si	9.588	13.866	17.636
Si	9.265	-2.1	34.987
Si	3.759	13.71	17.928
Si	11.975	9.377	17.234
Si	10.429	-0.891	23.833
Si	15.966	9.455	22.237
Si	4.017	4.881	32.365
Si	2.591	-3.558	30.544
Si	4.718	11.061	17.455
Si	13.714	2.069	25.194
Si	11.582	5.464	28.531
Si	7.627	5.709	25.936
Si	4.226	9.074	23.899
Si	15.969	1.827	20.095
Si	4.626	8.886	34.888
Si	6.938	-1.123	20.31
Si	10.585	12.931	22.281
Si	9.816	1.031	28.067
Si	6.781	9.928	19.409
Si	8.994	-2.805	29.155
Si	7.468	10.153	34.361
Si	4.273	1.288	28.504
Si	2.312	7.752	29.868
Si	6.234	9.505	28.128
Si	16.14	0.06	22.528
Si	14.151	8.566	27.31
Si	13.575	5.481	34.023
Si	14.55	10.175	33.806
Si	15.584	-3.348	34.061
Si	9.485	8.456	32.549
Si	13.758	-2.388	28.767
Si	13.032	3.058	29.454
Si	16.628	2.497	24.587
Si	10.161	3.315	29.723
Si	11.621	-3.675	30.585
Si	12.266	9.813	31.687
Si	13.737	11.509	26.702
Si	13.586	11.13	19.168
Si	1.264	4	16.85
Si	2.528	12.674	20.493
Si	5.679	-0.187	17.808
Si	12.918	0.54	27.772
Si	2.954	10.998	25.983
Si	11.052	-1.566	32.585
Si	3.628	6.398	24.824
Si	5.065	-2.957	31.764
Si	8.19	2.22	31.972
Si	12.853	4.499	23.988
Si	9.141	-0.341	30.787
Si	7.302	7.929	30.444
Si	10.739	7.188	21.598
Si	15.34	1.753	17.092
Si	8.403	12.515	20.149
Si	13.307	12.528	21.591
Si	5.239	2.66	19.107
Si	1.705	0.83	34.773
Si	6.785	4.147	16.869
Si	3.894	3.057	34.844
Si	14.677	4.78	31.386
Si	3.682	-2.527	25.673
Si	9.533	8.291	19.028
Si	16.639	12.025	26.648
Si	4.601	7.876	32.045
Si	6.746	5.378	28.733
Si	13.74	-1.2	33.998
Si	16.596	-1.828	30.013
Si	9.067	6.287	16.994
Si	2.429	-1.649	22.907
Si	11.888	6.806	25.9
Si	6.311	12.314	29.265
Si	5.01	1.509	25.774
Si	16.347	-0.79	32.77
Si	6.542	-3.548	34.281
Si	5.086	-0.345	22.344
Si	15.501	7.925	24.734
Si	13.172	0.29	22.772
Si	5.675	4.113	24.306
Si	15.937	7.541	34.068
Si	11.309	-0.255	18.017
Si	1.883	10.52	28.714
Si	14.649	4.369	21.518
Si	1.343	14.992	5.447
Si	4.072	1.343	5.444
Si	1.323	4.094	5.458
Si	4.055	6.794	5.514
Si	1.313	9.542	5.468
Si	4.074	12.27	5.482
Si	6.826	14.985	5.416
Si	9.538	1.342	5.414
Si	6.791	4.083	5.475
Si	9.523	6.815	5.462
Si	6.809	9.576	5.507
Si	9.543	12.25	5.428
Si	12.273	14.966	5.42
Si	14.949	1.355	5.435
Si	12.243	4.09	5.413
Si	14.946	6.807	5.407
Si	12.224	9.57	5.424
Si	14.957	12.259	5.448
Si	2.71	-0.003	6.816
Si	5.435	2.694	6.809
Si	2.683	5.434	6.845
Si	5.435	8.19	6.832
Si	2.701	10.903	6.816
Si	5.474	13.629	6.797
Si	8.187	-0.012	6.795
Si	10.907	2.708	6.769
Si	8.169	5.444	6.816
Si	10.897	8.188	6.797
Si	8.203	10.91	6.838
Si	10.906	13.613	6.796
Si	13.623	-0.023	6.808
Si	16.311	2.713	6.805
Si	13.601	5.44	6.779
Si	16.291	8.161	6.798
Si	13.601	10.899	6.807
Si	16.333	13.623	6.808
Si	1.337	1.351	8.17
Si	4.059	4.042	8.162
Si	1.32	6.82	8.173
Si	4.069	9.558	8.187
Si	1.362	12.269	8.176
Si	4.1	14.97	8.156
Si	6.819	1.339	8.158
Si	9.558	4.065	8.137
Si	6.813	6.821	8.16
Si	9.57	9.539	8.187
Si	6.834	12.279	8.169
Si	9.544	14.964	8.171
Si	12.264	1.352	8.15
Si	14.945	4.079	8.159
Si	12.261	6.812	8.142
Si	14.957	9.528	8.17
Si	12.273	12.265	8.184
Si	14.992	14.975	8.195
Si	16.34	0.004	9.574
Si	2.696	2.692	9.533
Si	16.294	5.449	9.521
Si	2.677	8.2	9.52
Si	16.333	10.902	9.513
Si	2.755	13.616	9.534
Si	5.463	-0.025	9.529
Si	8.214	2.689	9.489
Si	5.442	5.426	9.464
Si	8.203	8.165	9.516
Si	5.46	10.933	9.524
Si	8.201	13.595	9.554
Si	10.921	-0.008	9.517
Si	13.622	2.695	9.539
Si	10.915	5.432	9.494
Si	13.615	8.15	9.527
Si	10.945	10.889	9.561
Si	13.651	13.602	9.565
O	9.112	12.821	18.746
O	15.801	0.393	16.338
O	12.226	4.056	15.489
O	12.701	4.276	28.42
O	11.171	5.902	27.04
O	7.402	2.847	16.14
O	16.56	-2.34	33.245
O	12.904	11.252	20.643
O	13.415	13.988	16.213
O	3.721	3.024	19.512
O	2.949	13.405	16.557
O	2.545	3.449	16.047
O	9.438	1.379	15.372
O	9.154	-2.068	27.709
O	5.471	1.213	22.489
O	2.961	10.474	27.509
O	8.471	13.93	16.458
O	13.035	9.875	18.349
O	12.299	-0.923	33.363
O	11.387	0.05	16.43
O	4.661	4.29	31.018
O	7.896	-0.2	21.202
O	16.838	3.964	23.932
O	3.232	4.138	35.825
O	10.638	-0.604	31.352
O	4.125	-2.079	36.518
O	3.583	0.736	25.634
O	0.909	-1.094	22.804
O	4.062	6.759	15.233
O	15.212	11.611	26.046
O	5.996	-1.212	23.388
O	4.712	7.496	35.722
O	16.135	0.484	20.968
O	4.179	1.495	15.337
O	1.454	6.8	20.039
O	17.011	6.768	33.153
O	10.988	6.723	35.633
O	13.869	-0.869	35.558
O	1.311	-1.289	15.481
O	13.283	4.798	20.775
O	8.433	7.518	16.148
O	14.027	7.801	24.084
O	16.535	7.918	35.518
O	4.732	5.39	24.277
O	1.494	2.311	25.655
O	16.647	-2.689	26.773
O	13.676	10.106	27.51
O	14.261	4.476	23.12
O	14.238	6.255	30.851
O	6.905	0.657	36.514
O	8.178	10.69	35.71
O	6.61	3.887	29.338
O	10.344	-3.106	35.65
O	7.814	5.382	27.509
O	14.612	-0.482	22.79
O	11.313	-3.07	32.054
O	9.386	0.301	23.472
O	2.743	1.528	27.954
O	8.293	4.073	35.66
O	12.782	-2.733	29.99
O	10.842	9.276	32.246
O	15.095	3.263	36.465
O	7	11.442	33.518
O	2.379	-0.35	35.641
O	5.429	-0.92	20.873
O	7.821	-2.749	34.788
O	16.484	2.85	16.835
O	11.031	13.334	17.091
O	2.377	8.522	16.177
O	12.785	8.25	16.375
O	6.692	7.038	25.826
O	10.32	4.893	29.385
O	11.565	10.54	16.192
O	3.498	-0.475	22.583
O	13.241	12.474	18.348
O	10.309	2.389	35.568
O	9.57	12.017	15.198
O	5.301	5.819	28.153
O	7.906	12.351	29.067
O	15.265	2.416	25.439
O	17.018	8.953	21.145
O	6.06	3.766	22.786
O	13.537	-3.544	27.657
O	4.403	3.871	33.554
O	5.108	-1.553	30.935
O	9.896	-2.117	22.932
O	10.181	8.237	20.506
O	2.53	11.276	29.98
O	0.744	10.554	16.428
O	3.958	7.035	26.253
O	13.213	10.274	32.912
O	5.668	-3.916	35.587
O	10.422	5.793	16.268
O	5.632	9.555	20.5
O	2.66	-2.873	21.887
O	12.109	0.693	36.525
O	12.981	7.694	26.649
O	2.811	1.943	34.398
O	9.581	8.72	36.559
O	1.455	11.52	25.636
O	16.92	11.316	28.107
O	7.985	2.134	22.259
O	12.26	-4.774	36.423
O	1.151	2.266	19.733
O	8.972	6.067	25.125
O	9.785	-1.612	33.561
O	7.191	6.411	29.894
O	14.913	6.821	15.508
O	15.18	1.548	18.696
O	2.855	13.641	19.251
O	2.83	-2.074	26.964
O	13.259	0.947	26.247
O	3.477	8.153	30.922
O	6.064	8.253	31.451
O	4.877	12.544	18.08
O	8.034	5.088	17.2
O	14.194	3.573	30.438
O	1.237	6.824	30.61
O	11.725	4.17	22.867
O	3.591	7.6	23.747
O	14.74	13.081	21.043
O	4.191	8.746	33.343
O	12.248	6.201	33.456
O	17.413	-3.047	30.691
O	14.683	6.583	34.348
O	10.297	-1.272	25.402
O	3.55	9.842	35.63
O	1.194	-0.128	26.444
O	16.949	5.323	16.216
O	10.296	4.612	34.112
O	3.292	-2.595	29.454
O	3.976	12.224	25.762
O	11.969	13.447	21.553
O	6.167	2.614	20.416
O	12.436	9.745	23.517
O	12.614	11.491	25.538
O	9.55	12.261	21.255
O	3.168	8.779	20.308
O	12.163	6.732	29.335
O	6.892	-0.752	18.731
O	8.027	8.925	19.109
O	5.143	2.351	35.589
O	0.97	12.322	20.265
O	10.951	11.882	23.466
O	8.381	8.619	24.633
O	15.424	8.89	33.358
O	16.561	1.346	23.444
O	9.746	7.211	22.868
O	4.061	9.898	22.543
O	1.543	5.972	36.554
O	14.11	10.028	35.366
O	13.53	1.704	28.727
O	9.781	2.632	28.279
O	1.767	4.364	18.329
O	14.457	7.934	28.773
O	4.934	11.195	15.877
O	7.478	11.235	20.005
O	12.728	0.843	21.305
O	12.016	11.102	30.729
O	6.769	5.997	36.501
O	9.386	6.787	18.483
O	9.787	7.063	33.294
O	2.419	5.029	32.22
O	14.46	8.963	21.857
O	11.39	3.101	20.481
O	15.227	-2.411	29.415
O	10.596	8.986	18.001
O	2.246	5.604	24.999
O	2.977	6.903	28.67
O	6.963	4.436	25.213
O	15.795	5.404	21.065
O	4.994	8.474	28.162
O	1.55	9.035	29.241
O	4.409	-1.171	17.858
O	5.262	1.819	27.34
O	5.911	10.153	18.058
O	6.105	-0.079	16.25
O	12.884	3.452	25.228
O	12.476	5.872	24.726
O	5.771	4.945	15.936
O	5.791	8.999	24.294
O	5.679	-2.709	33.216
O	15.159	2.905	21.017
O	4.463	-0.301	28.687
O	5.881	-4.032	30.839
O	4.901	2.872	24.957
O	9.037	-0.81	35.913
O	1.536	11.415	36.446
O	8.938	0.427	26.854
O	11.973	-0.565	23.454
O	14.862	-0.332	33.223
O	15.531	11.451	33.58
O	10.84	7.828	25.213
O	6.86	9.458	15.277
O	11.62	2.752	30.208
O	15.133	12.179	15.492
O	7.309	8.971	29.207
O	6.649	2.604	31.633
O	16.411	-0.709	31.158
O	16.847	1.506	35.628
O	15.984	11.061	22.098
O	8.324	0.599	31.82
O	7.425	-2.62	20.549
O	9.122	3.018	30.906
O	3.199	10.514	17.672
O	8.514	-1.78	30.347
O	6.879	9.533	26.643
O	12.488	-1.308	18.404
O	13.258	4.731	35.418
O	1.98	4.415	20.921
O	9.872	-0.996	18.28
O	6.196	0.567	25.258
O	16.03	-3.245	35.604
O	9.202	0.485	29.432
O	10.806	5.7	20.953
O	5.933	3.754	18.164
O	8.485	9.291	33.491
O	17.409	-1.168	28.787
O	13.501	-0.92	28.131
O	3.517	-3.48	31.876
O	13.967	2.294	16.414
O	13.516	12.089	23.135
O	10.374	-3.514	29.573
O	3.52	11.383	20.508
O	13.03	8.645	30.876
O	15.184	11.05	19.473
O	7.701	-1.539	25.517
O	1.254	8.991	18.522
O	16.323	8.937	23.744
O	6.162	9.374	34.872
O	4.652	6.347	32.56
O	11.527	1.052	18.915
O	3.379	9.795	25.047
O	4.723	2.024	29.854
O	10.136	0.965	21.109
O	1.288	6.18	22.67
O	8.713	8.117	31.182
O	11.321	0.486	27.913
O	5.758	10.99	28.534
O	15.401	8.488	26.26
O	12.236	7.58	22.076
O	13.442	1.579	23.688
O	2.769	-2.194	24.384
O	17.451	0.188	33.415
O	5.215	1.242	18.365
O	14.078	-2.779	33.858
O	8.642	2.643	33.469
O	14.077	4.49	32.86
O	16.128	6.439	24.789
O	16.281	4.765	31.514
O	5.108	-1.807	25.736
O	5.724	-2.651	28.602

Results
total energy: -145137.570 eV
total energy less fixed offsets of O -438.35, Si -107.03 eV per atom: 4.350 eV

Forces (eV/angstrom) on atoms 50 to 398 of the 576, counted in the order above; the others are left out for length: element, x, y, z
Si	0.011	0.003	-0.002
Si	-0.008	0.013	0.029
Si	-0.01	0.002	0.027
Si	0.003	0.013	-0.013
Si	0.019	0.01	0.021
Si	0.006	-0.001	-0.002
Si	0.012	-0.008	-0.008
Si	-0.009	-0.001	-0.009
Si	0.002	-0.004	0.008
Si	-0.002	-0.012	0.005
Si	0.006	0.01	0.006
Si	-0.014	0.003	0.006
Si	0.006	-0.006	0.007
Si	-0.002	-0.006	-0.014
Si	-0.005	-0.006	0
Si	0.01	0.007	-0.008
Si	-0.001	0.005	-0.006
Si	0.007	0.007	-0.003
Si	-0.01	-0.004	0.019
Si	0.007	-0.012	0.004
Si	-0.003	-0.003	-0.005
Si	0.009	0.001	0.007
Si	0.002	-0.014	0.016
Si	0.005	0.012	0.009
Si	-0.01	0.003	0.002
Si	0.003	-0.005	0.003
Si	0.008	0.005	0.005
Si	0	0.005	0.004
Si	0.013	0.018	-0.007
Si	-0.007	-0.012	-0.014
Si	-0.011	0.006	0.009
Si	-0.001	-0.004	0
Si	-0.008	-0.007	0.002
Si	-0.016	0	0.02
Si	-0.01	0.004	0.001
Si	-0.011	-0.013	-0.035
Si	0.009	0.008	0.001
Si	-0.011	0.002	0.003
Si	0.009	-0.01	0.001
Si	0.006	0.002	0
Si	-0.011	0.018	-0.011
Si	0.012	-0.008	-0.024
Si	0.001	-0.009	-0.016
Si	0.001	0.013	-0.006
Si	0.006	0.005	-0.046
Si	-0.015	-0.039	-0.014
Si	0.005	0	-0.001
Si	0.024	0.002	-0.021
Si	-0.001	0.007	-0.027
Si	-0.012	-0.013	-0.007
Si	0	0.01	0.001
Si	-0.011	-0.02	-0.028
Si	0.001	-0.004	-0.022
Si	-0.001	0.002	-0.006
Si	0.009	0.014	0.001
Si	-0.005	-0.008	-0.022
Si	-0.016	0.022	-0.014
Si	0.023	-0.03	-0.029
Si	0.007	-0.01	-0.025
Si	-0.006	-0.009	0.042
Si	-0.006	-0.01	0.019
Si	0.015	-0.013	0.03
Si	0.005	-0.022	0.042
Si	0.004	0.024	0.051
Si	-0.02	0.01	0.078
Si	-0.004	0.008	0.014
Si	0.01	-0.008	0.041
Si	0.011	0.009	0.053
Si	-0.026	0.015	0.031
Si	0.028	-0.008	0.034
Si	-0.014	0.022	0.035
Si	-0.013	0.021	0.045
Si	-0.013	0.006	0.041
Si	0.007	-0.015	0.05
Si	0.009	-0.003	0.048
Si	0.005	0.024	0.035
Si	0.03	-0.01	0.034
Si	-0.134	0.221	-0.63
Si	-0.207	0.031	-0.643
Si	0.062	-0.195	-0.641
Si	-0.146	0.205	-0.689
Si	0.118	-0.256	-0.587
Si	0.26	-0.191	-0.665
Si	0.063	-0.253	-0.602
Si	-0.054	0.27	-0.624
Si	0.158	-0.073	-0.711
Si	0.17	-0.109	-0.641
Si	-0.031	0.088	-0.645
Si	-0.335	0.254	-0.57
Si	0.119	-0.253	-0.597
Si	0.237	-0.127	-0.626
Si	-0.167	0.135	-0.693
Si	-0.074	0.268	-0.616
Si	0.171	-0.227	-0.601
Si	-0.145	0.041	-0.663
Si	0	-0.01	0.084
Si	0.066	-0.001	-0.055
Si	-0.057	-0.041	0.108
Si	0.03	0.023	0.178
Si	0.057	0.086	0.005
Si	-0.103	-0.101	0.174
Si	-0.072	-0.023	0.068
Si	0.126	0.003	-0.012
Si	-0.006	0.054	0.075
Si	0.066	0.114	-0.012
Si	-0.024	-0.074	0.082
Si	-0.011	-0.087	-0.104
Si	0.02	-0.003	-0.02
Si	-0.04	0.024	0.068
Si	-0.024	-0.06	0.018
Si	-0.049	0.058	0.033
Si	0.121	0.025	0.217
Si	0.007	-0.062	-0.083
Si	-0.049	-0.093	-0.089
Si	0.04	0.064	0.02
Si	-0.007	-0.011	0.124
Si	0.045	0.017	0.048
Si	-0.02	0.02	0.029
Si	-0.038	0.052	0.041
Si	0.037	-0.041	0.028
Si	0.046	0.051	-0.043
Si	0.013	-0.119	0.065
Si	0.01	0.053	-0.001
Si	0.091	-0.104	-0.014
Si	0.018	-0.069	-0.082
Si	-0.093	-0.094	0.033
Si	0.107	0.105	0.045
Si	-0.087	-0.133	0.187
Si	-0.066	0.017	-0.012
Si	0.064	0.087	0.003
Si	-0.045	-0.073	0.097
Si	-0.006	-0.092	0.087
Si	0.058	-0.064	-0.038
Si	-0.04	0.094	0.008
Si	0.103	-0.084	0.036
Si	-0.008	0.211	0.049
Si	-0.045	-0.021	-0.045
Si	0.007	0.125	-0.014
Si	0.158	-0.007	-0.021
Si	0.073	0.082	-0.152
Si	0.023	-0.078	0.038
Si	-0.049	0.231	-0.019
Si	0.063	-0.058	-0.096
Si	-0.094	0.128	-0.004
Si	0.087	0.098	0.017
Si	0.023	-0.072	-0.047
Si	0.004	0.074	0.179
Si	0.08	0.032	-0.044
Si	0.004	-0.09	-0.045
Si	-0.06	-0.007	0.028
Si	0.053	0.01	-0.127
Si	0.087	0.081	-0.09
Si	-0.025	0.048	-0.138
Si	-0.148	0.037	-0.054
Si	0.037	-0.059	-0.014
Si	0.029	-0.062	-0.039
Si	-0.024	-0.041	-0.031
Si	-0.032	-0.052	-0.106
Si	0.011	0.025	0.014
Si	-0.008	-0.009	0.115
Si	0.009	-0.003	0.062
Si	0.092	-0.086	0.148
Si	0.163	-0.003	0.079
Si	-0.016	0.022	0.08
Si	-0.068	0.111	0.042
Si	0.092	-0.023	-0.156
Si	-0.043	-0.037	0.038
Si	0.013	-0.033	-0.145
Si	0.074	-0.013	-0.112
Si	0.114	-0.031	0.007
Si	-0.042	-0.098	0.003
Si	-0.202	-0.052	-0.068
Si	0.014	0.044	0.062
Si	-0.024	-0.015	0.118
Si	0.084	0.111	0.041
Si	-0.005	0.083	0.007
Si	-0.088	-0.021	0.08
Si	0.004	0.016	0.031
Si	0.033	-0.105	0.061
Si	-0.022	-0.039	-0.017
Si	-0.15	0.097	-0.19
Si	-0.015	-0.005	-0.16
Si	-0.011	0.14	0.071
Si	0.144	-0.054	0.127
Si	0.045	-0.072	-0.2
Si	-0.048	0.106	-0.081
Si	-0.038	-0.009	-0.121
Si	0.022	-0.004	-0.045
Si	-0.034	0.053	-0.126
Si	0.003	0.051	0.007
Si	-0.004	-0.136	0.096
Si	-0.095	0.056	0.002
Si	-0.037	-0.022	0.023
Si	-0.002	-0.12	0.005
Si	-0.081	-0.036	-0.107
Si	0.026	-0.095	0.08
Si	0.046	0.047	-0.025
Si	-0.088	-0.087	0.035
Si	0.073	0.011	0.138
Si	0.074	-0.015	-0.116
Si	-0.113	0.029	0.081
Si	-0.115	0.097	-0.13
Si	-0.005	-0.075	0.194
Si	-0.009	-0.01	0.009
Si	0.015	0.011	0.009
Si	0.002	0.006	0.008
Si	-0.003	0.002	0.008
Si	0.003	-0.001	0.014
Si	0.007	-0.005	0.022
Si	-0.012	-0.011	0.007
Si	0.004	0.004	0.006
Si	-0.016	0.004	0.013
Si	-0.003	0.004	0.017
Si	0.011	0.002	0.004
Si	0	-0.001	0.011
Si	0.003	0.002	0.011
Si	0.006	0.004	0.017
Si	-0.006	0.005	0.018
Si	0.002	0.003	0.005
Si	-0.013	0.011	0.014
Si	-0.002	0.005	0.018
Si	0	0.002	0.006
Si	-0.014	-0.006	0.006
Si	0.016	0.008	0.01
Si	0.003	-0.008	-0.002
Si	-0.004	-0.002	0.006
Si	0.011	0	0.003
Si	0	-0.003	0.011
Si	0.005	0.007	0.005
Si	0.007	-0.01	0.011
Si	-0.001	-0.005	0.003
Si	-0.014	-0.004	0.009
Si	-0.017	-0.009	0.009
Si	0.006	-0.003	0.016
Si	0.001	-0.008	0.014
Si	-0.011	-0.009	0.005
Si	0	0.003	0.002
Si	0.006	-0.006	0.007
Si	0.01	-0.002	0.01
Si	0.007	0.006	-0.003
Si	0.004	-0.009	-0.011
Si	0.002	0	-0.002
Si	0.014	0.017	-0.01
Si	-0.006	0.003	-0.012
Si	0.004	-0.005	-0.01
Si	-0.012	0.008	-0.011
Si	-0.003	-0.007	-0.013
Si	-0.018	-0.001	-0.003
Si	-0.015	-0.001	-0.006
Si	0.011	0.003	-0.005
Si	-0.004	0.004	-0.008
Si	-0.013	0	-0.014
Si	0.011	0.016	-0.009
Si	0.002	0.006	-0.012
Si	-0.006	-0.007	-0.008
Si	0	-0.006	-0.007
Si	0.005	0	-0.005
Si	0.01	-0.008	-0.005
Si	0.01	0.006	-0.007
Si	-0.008	0.003	-0.008
Si	-0.009	-0.001	-0.005
Si	0.008	-0.003	-0.008
Si	0.011	-0.015	-0.013
Si	0.011	0.004	-0.01
Si	0.008	0.005	-0.011
Si	-0.011	-0.001	-0.013
Si	0.008	-0.001	-0.007
Si	-0.004	-0.004	-0.013
Si	-0.009	-0.001	-0.008
Si	-0.01	-0.005	-0.018
Si	-0.003	-0.006	-0.004
Si	-0.009	-0.005	-0.012
Si	0.005	-0.003	-0.001
Si	0.006	-0.001	-0.019
Si	0.016	-0.005	-0.018
O	0.048	-0.278	-0.179
O	-0.302	-0.19	0.012
O	0.014	0.039	0.285
O	0.242	-0.115	-0.282
O	-0.339	-0.321	-0.178
O	-0.076	-0.429	0.245
O	0.3	-0.192	-0.237
O	-0.494	-0.604	0.272
O	-0.032	0.474	0.069
O	0.06	0.032	0.069
O	-0.093	-0.567	0.229
O	0.313	0.019	0.217
O	0.168	-0.009	0.399
O	0.279	-0.072	-0.142
O	-0.188	0.122	-0.022
O	0.388	-0.019	0.088
O	-0.39	0.113	0.282
O	0.383	-0.375	0.232
O	-0.126	0.579	0.172
O	0.205	0.045	-0.233
O	-0.27	0.114	-0.321
O	0.026	-0.187	-0.188
O	0.081	0.051	-0.474
O	-0.09	0.15	-0.247
O	0.496	0.17	-0.171
O	0.075	0.029	-0.393
O	-0.177	-0.637	-0.466
O	-0.298	-0.375	0.134
O	0.143	0.017	0.212
O	0.189	0.103	-0.433
O	0.41	-0.373	-0.116
O	-0.198	-0.517	-0.233
O	0.124	-0.497	-0.484
O	-0.029	-0.088	0.335
O	0.257	-0.189	-0.407
O	0.409	0.265	0.159
O	0.463	-0.237	-0.004
O	0.405	0.063	-0.002
O	-0.197	0.192	0.125
O	0.042	0.341	-0.618
O	0.171	-0.015	0.175
O	-0.095	-0.246	0.238
O	0.251	0.479	0.216
O	-0.021	0.221	-0.495
O	0.322	0.547	-0.056
O	-0.621	0.269	-0.244
O	-0.241	-0.139	0.426
O	0.446	-0.069	0.297
O	0.065	-0.021	-0.007
O	-0.123	-0.123	-0.504
O	0.265	0.62	-0.012
O	0.248	-0.362	-0.357
O	0.055	-0.023	-0.394
O	0.358	0.102	0.177
O	-0.112	-0.412	0.258
O	-0.14	-0.446	0.317
O	-0.302	0.405	0.579
O	-0.54	0.099	0.208
O	-0.253	-0.074	-0.286
O	-0.068	0.076	0.278
O	-0.032	0.188	0.136
O	0.059	0.139	-0.219
O	0.125	-0.122	-0.802
O	-0.051	-0.221	-0.342
O	-0.521	-0.234	-0.49
O	0.006	0.069	0.036
O	0.045	0.028	-0.226
O	0.146	-0.494	-0.463
O	-0.135	-0.303	0.033
O	0.074	-0.369	0.259
O	-0.346	0.002	0.006
O	-0.219	0.398	0.264
O	0.065	0.283	0.161
O	-0.128	0.403	-0.231
